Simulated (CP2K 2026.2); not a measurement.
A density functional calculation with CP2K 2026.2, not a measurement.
Periodic cell of 508 atoms, Si360O148, from a study of silicon, its oxide and their interface. The atomic structure is a simulated model.
Doubt: the forces sum to 1.97 eV/angstrom along one axis rather than to zero, so they err by at least 0.0039 eV/angstrom per atom on average; the grid cutoff is modest.

Settings: functional PBE; method Gaussian and plane waves; basis set DZVP-MOLOPT-SR-GTH; pseudopotentials GTH-PBE; grid cutoff 350 Ry, relative cutoff 50 Ry; k points Gamma only; occupations fixed; spin none; net charge 0.

Cell vectors (angstrom)
a	16.32	0	0
b	0	16.32	0
c	-5.5486	4.0485	34.0167

Atoms and the computed forces on them: element, x, y, z (angstrom), force x, y, z (eV/angstrom)
Si	6.59	17.105	31.739	-0.106	-0.034	0.035
Si	11.52	14.464	28.684	0.014	-0.033	0.038
Si	6.475	18.455	26.866	-0.015	0.079	0.048
Si	6.472	7.459	25.364	0.072	0.009	0.025
Si	4.769	9.377	31.68	-0.058	-0.217	0.759
Si	-1.924	13.595	28.657	0.013	-0.046	0.125
Si	11.02	19.592	28.698	0.065	0.068	-0.016
Si	8.179	6.816	31.805	-0.284	-0.233	0.563
Si	10.866	5.13	31.279	-0.067	-0.161	0.043
Si	0.031	9.79	31.165	-0.1	0.021	0.117
Si	7.177	13.403	25.964	0.059	-0.004	-0.019
Si	9.925	12.375	27.082	0.029	0.008	-0.023
Si	2.226	16.564	29.319	0.105	-0.067	-0.016
Si	4.713	3.996	31.559	0.007	0.015	0.083
Si	-0.365	19.561	31.088	-0.206	-0.004	0.062
Si	4.38	12.467	26.865	0.04	0.066	-0.078
Si	8.261	8.278	0.274	-0.106	-0.137	0.706
Si	5.899	14.461	31.254	0.005	-0.073	0.066
Si	10.421	19.948	33.954	0.138	0.268	0.719
Si	3.215	3.231	0.021	0.02	0.037	-0.023
Si	-4.968	10.127	34.016	0.184	0.1	0.677
Si	2.347	7.768	0.102	-0.259	-0.239	0.619
Si	15.842	10.44	0.218	-0.149	-0.199	0.546
Si	3.267	14.01	0.222	0.022	0.248	0.546
Si	4.819	15.872	0.045	0.021	-0.225	0.59
Si	8.553	3.19	0.162	0.216	0.172	0.504
Si	5.002	4.918	0.16	-0.255	-0.145	0.579
Si	-0.889	16.364	29.018	0.044	-0.035	0.101
Si	5.983	11.565	0.131	0.227	0.024	0.548
Si	7.836	13.178	0.05	0.001	0.037	-0.039
Si	11.464	0.424	0.231	0.057	0.367	0.544
Si	13.087	2.199	0.011	-0.057	0.044	0.021
Si	10.293	4.906	0.018	-0.01	-0.002	-0.016
Si	14.11	8.73	0.162	0.018	-0.016	-0.029
Si	10.531	10.477	0.195	0.196	0.248	0.795
Si	13.741	13.729	0.265	-0.074	-0.06	0.711
Si	14.911	1.288	1.24	0.017	-0.023	-0.028
Si	1.436	4.21	1.245	-0.058	0.009	-0.081
Si	15.071	6.895	1.279	0.012	-0.037	-0.057
Si	1.352	9.496	1.365	0.031	-0.012	-0.079
Si	14.937	12.172	1.513	0	0.014	-0.02
Si	1.35	14.922	1.267	-0.002	-0.05	-0.008
Si	4.033	1.385	1.301	-0.029	-0.008	-0.033
Si	6.773	4.037	1.452	-0.037	0.011	-0.032
Si	4.044	6.735	1.361	-0.024	0.011	-0.096
Si	6.727	9.633	1.361	-0.028	0.045	-0.06
Si	4.241	12.351	1.539	0.017	-0.035	-0.021
Si	6.751	14.964	1.211	-0.013	-0.03	-0.05
Si	9.592	1.41	1.321	0.058	-0.032	-0.077
Si	12.14	4.002	1.231	0.025	0.007	-0.046
Si	9.467	6.645	1.423	0.002	0.05	-0.038
Si	12.277	9.508	1.427	-0.037	-0.014	-0.027
Si	9.466	12.191	1.422	0.032	-0.003	-0.102
Si	12.298	15.015	1.565	-0.022	-0.026	-0.063
Si	13.7	16.341	2.85	0.024	0.067	-0.008
Si	-0.003	2.754	2.509	0.054	-0.051	-0.028
Si	13.605	5.435	2.503	-0.043	0.033	-0.038
Si	0.025	8.171	2.807	-0.003	-0.047	-0.032
Si	13.515	10.902	2.855	0.007	-0.044	-0.01
Si	0.073	13.552	2.731	-0.015	0.042	0.004
Si	2.614	16.383	2.666	0.072	-0.04	-0.029
Si	5.461	2.599	2.748	-0.014	0.014	-0.033
Si	2.72	5.433	2.798	-0.049	0.003	-0.01
Si	5.382	8.191	2.659	0.031	-0.029	0.04
Si	2.761	10.89	2.673	-0.009	0.002	-0.011
Si	5.535	13.725	2.857	0.037	0.055	0
Si	8.159	16.32	2.576	-0.002	-0.015	0.018
Si	10.882	2.732	2.781	0.051	0.038	-0.032
Si	8.068	5.431	2.832	0.019	0.003	-0.008
Si	10.92	8.04	2.705	-0.034	0.03	-0.029
Si	8.136	10.856	2.82	-0.006	0.07	0.008
Si	10.841	13.599	2.735	0.021	-0.032	0.021
Si	15.044	14.928	4.122	0.005	-0.011	0.014
Si	1.294	1.424	4.019	-0.054	-0.002	0.022
Si	14.953	4.085	3.924	-0.005	0.001	0.023
Si	1.369	6.797	4.144	0.019	0.02	0.038
Si	14.94	9.521	4.127	0.024	0.006	-0.011
Si	1.416	12.216	4.088	-0.001	0.011	0.007
Si	4.04	15.054	4.072	0.014	-0.009	0.008
Si	6.84	1.287	4.076	0.029	-0.02	0.021
Si	4.1	4.026	4.077	-0.001	0.044	-0.016
Si	6.739	6.862	4.095	-0.005	0.002	0.017
Si	4.056	9.516	4.071	-0.002	0.002	0.01
Si	6.831	12.272	4.17	-0.011	-0.009	0.005
Si	9.473	14.978	4.038	-0.007	0.029	0.01
Si	12.266	1.382	4.125	-0.012	-0.029	0
Si	9.492	4.071	4.125	0.001	-0.039	-0.008
Si	12.298	6.724	4.034	0.008	-0.016	0.026
Si	9.545	9.451	4.071	-0.001	-0.016	-0.003
Si	12.181	12.278	4.155	0.005	0.02	0.032
Si	0.026	16.348	5.446	0.007	0	-0.003
Si	2.698	2.714	5.422	0.005	-0.023	0.001
Si	-0.036	5.41	5.399	-0.013	-0.02	-0.004
Si	2.724	8.171	5.47	-0.003	-0.011	0.022
Si	0.011	10.886	5.445	0.011	-0.015	0.016
Si	2.741	13.619	5.432	0.005	0.017	-0.001
Si	5.434	16.332	5.459	-0.005	0.001	0.012
Si	8.156	2.684	5.452	-0.012	-0.005	0.025
Si	5.421	5.437	5.432	-0.012	0.011	0.001
Si	8.155	8.156	5.454	0.006	-0.006	0.012
Si	5.425	10.883	5.443	-0.013	-0.007	-0.006
Si	8.186	13.628	5.489	0.006	0.015	0.008
Si	10.866	16.317	5.417	-0.009	-0.017	0.003
Si	13.634	2.767	5.412	0.015	0.023	0.001
Si	10.899	5.427	5.429	0.021	0.011	0.012
Si	13.6	8.117	5.439	-0.016	-0.022	0.005
Si	10.855	10.852	5.458	-0.008	0.012	-0.001
Si	13.612	13.612	5.46	-0.002	0.007	0.015
Si	-1.352	17.677	12.215	0.018	-0.02	0.002
Si	1.358	4.094	12.24	-0.014	0.004	-0.003
Si	-1.356	6.797	12.264	0.009	-0.018	0.001
Si	1.348	9.521	12.24	-0.016	0.03	0.001
Si	-1.379	12.236	12.239	-0.008	0.021	-0.004
Si	1.355	14.947	12.225	0.016	-0.015	-0.005
Si	4.073	17.696	12.234	-0.025	0.025	-0.002
Si	6.813	4.092	12.238	0.011	-0.003	-0.002
Si	4.096	6.792	12.227	0.034	-0.009	0.005
Si	6.799	9.519	12.241	-0.025	0.013	-0.004
Si	4.09	12.215	12.24	0.009	-0.031	-0.012
Si	6.8	14.962	12.243	0.005	0.02	0.011
Si	9.535	17.68	12.246	0.009	-0.028	-0.003
Si	12.239	4.101	12.235	-0.008	0.011	0.003
Si	9.52	6.818	12.244	-0.017	0.015	-0.006
Si	12.238	9.51	12.257	0.019	-0.017	-0.005
Si	9.531	12.223	12.235	0.013	-0.011	0.001
Si	12.23	14.963	12.233	-0.023	0.016	-0.005
Si	13.602	16.331	13.572	0.002	-0.003	-0.011
Si	-0.013	2.725	13.577	-0.003	0.004	-0.003
Si	13.585	5.45	13.622	0.015	0.011	0.002
Si	0	8.169	13.623	0.005	-0.005	0
Si	13.593	10.871	13.616	-0.019	0.006	-0.003
Si	-0.009	13.59	13.586	0.003	-0.003	-0.006
Si	2.709	16.319	13.571	-0.007	-0.012	-0.012
Si	5.438	2.741	13.588	-0.002	-0.017	-0.008
Si	2.739	5.445	13.595	-0.018	0.002	-0.013
Si	5.446	8.148	13.595	0.012	0.019	-0.003
Si	2.723	10.86	13.6	0.016	0.007	-0.007
Si	5.459	13.569	13.593	-0.015	-0.016	-0.001
Si	8.172	16.314	13.599	0.011	0.005	-0.002
Si	10.892	2.744	13.597	0.003	-0.003	-0.008
Si	8.163	5.466	13.604	0.014	0.008	-0.005
Si	10.874	8.162	13.631	-0.007	0.006	-0.002
Si	8.179	10.863	13.601	-0.011	-0.013	-0.006
Si	10.874	13.592	13.592	0.013	0.003	-0.01
Si	-1.375	14.961	14.927	0.009	0.012	-0.006
Si	1.349	17.688	14.921	-0.001	-0.009	-0.015
Si	-1.388	4.054	14.956	0	-0.021	-0.002
Si	1.403	6.82	14.957	0.021	0.016	0.005
Si	-1.376	9.514	14.997	0.026	0.021	0.001
Si	1.347	12.218	14.938	-0.007	-0.006	-0.011
Si	4.066	14.933	14.901	-0.008	0.003	0.004
Si	6.811	17.702	14.922	-0.003	-0.006	-0.017
Si	4.102	4.106	14.973	0.009	0.006	0.018
Si	6.816	6.828	14.982	-0.031	-0.001	-0.01
Si	4.065	9.47	14.958	-0.032	-0.007	-0.007
Si	6.851	12.231	14.967	0.015	0.009	0.012
Si	9.508	14.926	14.968	-0.03	-0.015	0.003
Si	12.281	17.719	14.938	0.009	0.007	0.007
Si	9.547	4.127	14.952	-0.009	0.008	-0.009
Si	12.238	6.819	15.003	-0.012	-0.031	-0.003
Si	9.504	9.506	15.004	0.023	0.019	-0.002
Si	12.215	12.23	14.962	-0.023	-0.011	-0.016
Si	-0.08	16.393	16.27	-0.011	0.018	-0.027
Si	2.768	2.665	16.271	-0.034	-0.015	0.019
Si	0.013	5.432	16.215	0.033	0.012	-0.051
Si	2.744	8.136	16.412	0.011	-0.003	-0.026
Si	0.06	10.819	16.335	0.04	-0.003	-0.023
Si	2.65	13.636	16.268	0.005	-0.007	-0.002
Si	5.497	16.241	16.213	0	-0.023	-0.047
Si	8.121	2.816	16.257	0.016	-0.002	0.023
Si	5.415	5.532	16.349	-0.024	0.009	-0.012
Si	8.196	8.116	16.399	0.014	0.023	0.055
Si	5.472	10.824	16.234	-0.001	-0.019	-0.023
Si	8.187	13.564	16.415	0.013	0.002	-0.038
Si	10.906	16.333	16.21	0	0.011	-0.03
Si	13.587	2.736	16.404	-0.007	-0.007	-0.032
Si	10.921	5.429	16.378	0.02	-0.01	-0.023
Si	13.542	8.212	16.386	0.024	-0.018	0.052
Si	10.811	10.928	16.352	-0.018	0.019	-0.041
Si	13.629	13.554	16.276	-0.019	0.002	0.047
Si	-1.389	17.685	17.773	0.009	-0.049	0.001
Si	1.373	4.063	17.533	-0.036	-0.006	0.038
Si	-1.34	6.767	17.575	0.03	-0.033	0.042
Si	1.365	9.455	17.788	-0.054	0.003	-0.013
Si	-1.3	12.189	17.635	-0.01	0.027	0.004
Si	1.253	15.054	17.599	0.019	-0.055	0.027
Si	4.167	17.554	17.558	-0.022	0.009	0.051
Si	6.794	4.207	17.664	0.048	-0.035	0.059
Si	4.106	6.827	17.858	0.027	0.001	0.02
Si	6.781	9.494	17.684	-0.074	0.026	0.054
Si	4.064	12.201	17.462	-0.014	-0.037	0.047
Si	6.781	14.943	17.699	-0.036	-0.002	-0.002
Si	9.519	17.73	17.468	-0.018	-0.043	0.043
Si	12.24	4.086	17.816	-0.004	0.039	0.003
Si	9.595	6.748	17.79	-0.003	0.015	0.037
Si	12.131	9.628	17.748	-0.008	0.007	0.033
Si	9.509	12.211	17.869	0.001	-0.038	0.011
Si	12.248	14.952	17.547	-0.042	0.017	0.048
Si	-2.8	16.245	19.043	0.012	-0.014	0.086
Si	0.047	2.792	19.005	-0.067	0.024	0.034
Si	-2.632	5.5	19.081	-0.007	-0.047	0.064
Si	-0.05	8.024	19.074	0.079	-0.016	0.077
Si	-2.696	10.938	19.047	-0.016	-0.025	0.038
Si	-0.056	13.658	18.984	-0.017	0.036	0.006
Si	2.712	16.314	18.947	0.003	-0.034	0.011
Si	5.491	2.675	18.859	0.004	-0.007	0.007
Si	2.693	5.32	19.022	0.005	0.043	0.089
Si	5.52	8.213	19.246	-0.041	-0.038	0.027
Si	2.82	10.894	18.958	0.013	-0.047	0.006
Si	5.325	13.519	18.916	0.046	0.04	0.027
Si	8.22	16.396	18.869	-0.009	-0.014	-0.002
Si	10.771	2.658	19.02	0.018	-0.002	0.039
Si	8.196	5.429	19.191	-0.052	-0.027	0.033
Si	10.833	8.228	19.185	0.039	0.05	0.036
Si	8.035	10.813	19.174	-0.021	0.024	0.041
Si	10.979	13.673	19.055	0.031	-0.006	0.076
Si	-1.717	14.626	20.414	-0.028	0.001	0.041
Si	1.889	18.194	20.11	0.02	0.053	0.031
Si	-0.864	4.509	20.351	0.102	0.226	-0.589
Si	0.901	6.166	20.29	-0.262	-0.037	-0.626
Si	-1.838	9.064	20.246	-0.013	-0.012	-0.037
Si	1.779	12.68	20.037	-0.02	-0.01	0.053
Si	3.472	14.37	20.074	-0.143	-0.038	-0.627
Si	7.288	18.142	20.119	0.002	0.025	-0.034
Si	3.683	3.464	20.11	-0.207	-0.005	-0.59
Si	7.28	7.184	20.547	0.009	0.021	0.061
Si	4.544	10.069	20.396	0.015	-0.004	-0.005
Si	6.169	11.834	20.314	0.005	-0.292	-0.579
Si	9.902	15.448	20.181	-0.047	0.011	0.018
Si	11.621	17.119	20.173	-0.053	-0.178	-0.672
Si	9.035	3.51	20.393	-0.157	-0.056	-0.495
Si	12.76	7.336	20.268	0.044	-0.011	-0.04
Si	11.812	9.44	23.58	-0.068	-0.022	-0.045
Si	12.865	12.847	20.28	0.006	0.089	0.003
Si	-1.369	12.223	26.148	-0.052	0.053	-0.085
Si	4.112	15.703	22.701	-0.059	-0.052	-0.057
Si	-2.195	18.996	28.528	0.084	0.078	0.126
Si	-2.221	4.159	23.143	0.155	0	-0.164
Si	9.773	4.825	23.095	-0.013	-0.163	-0.006
Si	11.004	4.824	25.963	0.024	-0.061	0.018
Si	2.596	2.935	24.641	0.087	-0.006	-0.17
Si	-2.988	7.106	31.763	0.079	0.089	0.744
Si	6.734	17.403	22.22	0.179	0.314	-0.489
Si	9.026	15.318	22.36	0.095	0.153	-0.672
Si	1.615	7.628	22.797	-0.037	-0.068	0.016
Si	1.332	5.142	29.479	0.047	0.04	0.144
Si	8.14	12.563	31.893	0.118	0.082	0.691
Si	3.571	17.265	26.754	-0.062	0.012	0.049
Si	-0.865	7.258	29.638	-0.051	0.077	0.069
Si	-0.77	9.649	22.222	-0.359	-0.094	-0.495
Si	1.623	17.637	22.33	-0.048	0.227	-0.63
Si	5.142	3.602	22.963	-0.022	-0.07	-0.172
Si	5.644	4.971	26.862	0.029	0.05	0.056
Si	-2.1	4.624	26.052	-0.187	0.03	-0.024
Si	-1.036	15.774	22.482	-0.179	-0.351	-0.593
Si	-3.568	17.67	23.04	0.026	-0.083	-0.11
Si	-2.183	9.563	25.06	0.003	0.15	-0.043
Si	8.954	9.042	20.505	-0.057	0.006	0.001
Si	3.383	13.712	29.539	0.062	0.017	-0.038
Si	8.43	16.274	26.479	-0.003	-0.119	0.017
Si	4.298	9.642	25.514	-0.129	-0.054	-0.155
Si	9.75	9.613	28.647	-0.079	0.066	0.021
Si	10.247	14.748	31.187	0.032	0.036	0.165
Si	9.189	7.137	27.014	-0.131	-0.081	0.012
Si	3.617	9.823	22.566	0.388	0.125	-0.583
Si	3.412	17.789	32.007	-0.255	-0.246	0.529
Si	6.844	19.251	29.776	-0.029	0.083	0.028
Si	-2.401	11.852	31.106	-0.044	0.011	0.184
Si	-1.087	7.442	26.802	0.13	0.072	-0.017
Si	1.246	11.902	22.142	0.126	0.182	-0.671
Si	3.163	14.69	25.338	-0.115	-0.025	-0.052
Si	2.501	11.464	31.412	0.013	-0.032	0.08
Si	0.46	13.938	24.354	-0.077	0.004	-0.01
Si	-4.502	9.745	31.015	-0.084	0.039	0.141
Si	1.815	7.698	25.838	-0.016	0.047	-0.046
Si	7.801	9.63	30.864	0.026	-0.02	0.036
Si	12.106	13.135	25.051	-0.074	-0.003	0.022
Si	3.323	6.699	31.295	-0.151	0.057	0.089
Si	10.988	15.932	24.694	-0.032	-0.062	-0.083
Si	9.913	16.735	29.02	0.148	0.018	-0.006
Si	12.233	6.598	22.397	0.168	0.224	-0.654
Si	7.379	12.632	22.995	-0.023	-0.005	-0.057
Si	7.483	5.676	29.161	-0.049	0.057	-0.017
Si	9.385	10.435	22.388	-0.149	-0.43	-0.553
Si	6.987	6.234	22.76	0.03	0.18	-0.742
Si	11.872	11.906	22.121	0.333	0.232	-0.451
Si	-1.063	16.803	31.889	-0.083	-0.032	0.194
Si	2.608	4.903	26.794	-0.014	0.133	-0.125
Si	14.965	1.382	6.786	-0.009	-0.005	-0.002
Si	1.339	4.075	6.779	-0.007	0.007	0.001
Si	14.959	6.773	6.798	0.003	0	0.012
Si	1.356	9.526	6.816	-0.009	-0.008	0.01
Si	14.967	12.238	6.807	0.003	0	-0.005
Si	1.381	14.975	6.799	0.001	0.019	0.001
Si	4.072	1.377	6.802	0.023	-0.009	0.002
Si	6.797	4.078	6.787	0.013	-0.006	-0.002
Si	4.077	6.792	6.81	-0.011	0.004	-0.003
Si	6.797	9.529	6.803	0.017	0.009	0.001
Si	4.078	12.248	6.807	0.007	0.01	0.003
Si	6.786	14.964	6.822	-0.014	-0.013	0.003
Si	9.524	1.344	6.81	-0.001	0.004	0.009
Si	12.258	4.086	6.799	-0.002	-0.012	-0.002
Si	9.533	6.79	6.791	0.004	-0.003	0
Si	12.24	9.496	6.793	-0.001	0.002	0
Si	9.527	12.236	6.824	-0.008	0.001	0.004
Si	12.233	14.973	6.795	0.005	0.004	0.008
Si	13.595	16.341	8.145	-0.016	0.021	0.006
Si	0.002	2.721	8.161	0.003	-0.014	-0.001
Si	13.598	5.442	8.174	-0.01	-0.003	-0.003
Si	-0.005	8.149	8.157	0.011	0.005	-0.003
Si	13.605	10.863	8.152	0.013	-0.005	0.001
Si	0.006	13.612	8.153	-0.009	0.014	0
Si	2.736	16.321	8.169	0.019	-0.018	0.002
Si	5.434	2.733	8.16	-0.039	0.018	0
Si	2.699	5.438	8.151	0	0.013	0.002
Si	5.445	8.154	8.158	0.001	-0.022	-0.002
Si	2.715	10.888	8.167	-0.017	0.001	-0.004
Si	5.44	13.595	8.177	0.025	-0.003	0.01
Si	8.154	16.32	8.175	-0.001	-0.006	-0.01
Si	10.891	2.718	8.151	0.015	-0.007	0.004
Si	8.17	5.429	8.147	0.009	-0.015	0.003
Si	10.878	8.155	8.162	-0.014	0.013	0.001
Si	8.152	10.887	8.171	-0.003	0.024	0.011
Si	10.895	13.597	8.166	0.015	-0.024	0
Si	-1.368	14.966	9.502	0.004	-0.003	0
Si	1.363	1.36	9.515	0.011	0.004	-0.003
Si	-1.356	4.082	9.523	-0.002	0	0.005
Si	1.356	6.801	9.522	-0.01	-0.004	0.002
Si	-1.364	9.508	9.523	-0.006	-0.013	-0.001
Si	1.356	12.246	9.524	0.009	0.001	0.001
Si	4.086	14.96	9.534	-0.011	-0.005	-0.004
Si	6.798	1.371	9.525	0.009	0	-0.003
Si	4.071	4.088	9.514	0.004	-0.008	-0.001
Si	6.814	6.797	9.509	0.008	0.008	0.002
Si	4.078	9.513	9.514	0.009	0.018	0.003
Si	6.8	12.24	9.535	-0.018	-0.005	0.002
Si	9.52	14.953	9.522	-0.015	0.003	0.001
Si	12.244	1.369	9.52	-0.006	-0.011	0.002
Si	9.527	4.077	9.515	0.005	-0.002	-0.003
Si	12.239	6.804	9.528	0.014	0.001	0.004
Si	9.52	9.521	9.517	-0.003	-0.001	-0.001
Si	12.251	12.23	9.516	0	0.012	0.008
Si	0.001	16.313	10.861	-0.003	0.003	-0.008
Si	2.712	2.73	10.876	0.001	-0.007	-0.001
Si	-0.004	5.448	10.885	0.009	0.002	-0.004
Si	2.718	8.158	10.884	-0.001	-0.008	-0.002
Si	-0.009	10.881	10.878	0.001	-0.002	-0.007
Si	2.728	13.589	10.887	0.004	0.012	0.005
Si	5.442	16.329	10.887	-0.003	-0.013	0.002
Si	8.17	2.721	10.886	-0.003	0.002	0.001
Si	5.451	5.439	10.864	-0.018	0	-0.008
Si	8.161	8.164	10.877	0.006	0.004	0.004
Si	5.44	10.866	10.874	0.01	0.009	-0.004
Si	8.164	13.596	10.891	-0.001	-0.015	0.003
Si	10.881	16.324	10.871	0.01	0.006	-0.009
Si	13.6	2.731	10.881	0.003	-0.001	0.006
Si	10.873	5.45	10.88	-0.002	-0.003	-0.001
Si	13.601	8.153	10.897	-0.009	0.012	0.008
Si	10.892	10.87	10.877	-0.004	0.005	-0.009
Si	13.596	13.603	10.873	0.005	-0.007	-0.002
O	10.964	4.059	32.484	0.163	-0.444	-0.183
O	7.351	16.961	33.155	-0.238	-0.58	0.163
O	8.037	16.573	22.769	-0.035	0.065	0.572
O	6.201	9.576	30.966	-0.213	-0.091	-0.428
O	8.413	8.428	31.77	0.335	0.29	0.47
O	8.357	11.037	31.42	0.397	-0.027	0.052
O	-2.341	17.38	32.718	-0.548	0.036	-0.294
O	-0.79	4.025	32.452	-0.157	0.588	-0.106
O	2.034	11.725	32.938	-0.6	0.025	-0.238
O	-2.646	12.313	32.643	0.235	0.274	-0.089
O	-0.257	15.606	32.636	0.165	-0.272	-0.187
O	5.011	17.444	31.945	0.027	-0.034	0.152
O	2.651	17.981	25.64	-0.425	-0.186	-0.096
O	3.897	13.358	33.866	0.198	0.095	-0.456
O	5.391	14.939	32.71	-0.195	0.405	-0.13
O	5.403	19.885	30.17	-0.376	0.212	-0.354
O	-1.482	19.517	29.906	-0.202	0.388	0.157
O	2.967	16.826	22.731	0.121	0.005	0.056
O	2.361	10.847	22.646	-0.133	0.032	0.049
O	2.488	14.981	29.112	-0.358	-0.145	-0.446
O	8.303	13.883	22.569	0.164	0.06	-0.328
O	2.847	8.944	25.773	-0.105	0.035	0.032
O	-0.228	11.187	22.153	-0.333	0.415	-0.1
O	4.426	10.902	26.507	0.109	-0.268	0.578
O	6.786	15.755	30.848	0.296	-0.074	-0.25
O	-0.043	18.051	31.613	0.412	-0.151	0.248
O	0.95	3.964	30.509	0.619	-0.073	0.36
O	2.438	6.151	30.078	0.038	0.07	-0.206
O	6.611	7.477	23.745	-0.277	0.69	-0.289
O	7.346	18.302	30.963	0.769	0.103	0.006
O	1.604	14.911	24.955	-0.135	0.462	0.09
O	5.866	13.116	26.863	0.192	0.341	0.469
O	2.558	6.5	26.612	0.112	-0.031	0.362
O	4.197	15.038	24.153	0.755	-0.243	0.103
O	1.432	6.342	21.846	0.41	-0.428	0.459
O	3.753	14.528	21.674	0.197	-0.308	0.358
O	11.983	12.764	23.486	0.016	0.07	-0.146
O	-4.819	14.245	30.294	0.375	-0.442	0.138
O	10.677	15.01	32.716	0.25	0.461	-0.086
O	-2.717	12.813	25.517	0.019	0.122	-0.237
O	-3.402	13.954	28.113	-0.043	0.133	-0.398
O	-1.552	4.105	24.613	0.557	-0.07	-0.041
O	-1.202	10.794	30.986	-0.066	0.063	-0.33
O	-2.013	13.124	30.195	-0.088	0.23	0.163
O	0.057	9.304	32.699	0.242	0.045	-0.122
O	3.942	10.739	31.38	0.39	0.192	-0.171
O	9.994	11.055	27.992	-0.064	0.132	-0.058
O	-1.169	4.036	21.912	0.056	-0.109	0.323
O	4.136	4.453	27.039	0.058	-0.38	0.246
O	-2.224	16.792	22.879	0.147	0.101	0.114
O	-1.784	6.636	30.796	0.055	-0.427	-0.134
O	5.544	8.672	25.862	0.357	0.289	0.262
O	10.302	13.655	27.992	-0.238	0.212	-0.013
O	0.426	8.017	26.613	-0.07	0.251	0.349
O	5.052	17.813	26.525	-0.037	-0.163	-0.187
O	11.819	17.435	21.759	-0.103	0.307	0.309
O	-0.095	12.953	25.494	0.42	0.044	0.421
O	11.941	17.194	24.355	-0.112	0.212	0.37
O	-1.582	9.408	23.581	-0.08	-0.055	-0.008
O	0.65	16.817	29.099	-0.052	0.208	-0.26
O	-3.694	4.966	25.913	-0.155	0.106	0.116
O	8.131	11.193	23.069	-0.168	-0.382	0.197
O	9.894	8.503	27.492	0.319	0.152	-0.495
O	12.127	7.878	23.385	0.156	-0.011	0.403
O	7.603	17.609	26.097	0.17	0.303	-0.425
O	0.53	8.702	22.311	0.125	-0.17	-0.415
O	9.467	3.652	21.999	0.221	-0.435	0.414
O	0.064	6.054	29.139	-0.082	-0.22	-0.208
O	-0.789	14.754	23.724	-0.543	-0.336	0.345
O	9.699	16.124	30.514	-0.126	0.425	0.423
O	1.805	4.452	28.111	-0.308	-0.527	0.022
O	2.68	17.006	30.798	-0.045	-0.139	0.024
O	8.273	9.495	29.32	-0.332	0.016	-0.255
O	3.037	17.487	28.261	0.151	0.296	0.061
O	3.417	13.164	25.768	-0.124	-0.19	-0.287
O	9.553	6.037	31.468	0.336	0.093	-0.102
O	4.201	3.537	21.656	-0.116	-0.139	0.326
O	4.44	5.577	31.579	0.501	0.062	0.015
O	6.257	12.447	21.848	-0.319	0.383	0.301
O	9.173	13.547	31.131	0.169	0.074	-0.45
O	-3.756	11.119	30.597	-0.204	0.293	-0.267
O	8.388	5.625	23.329	0.025	0.127	0.26
O	5.747	20.075	32.777	0.281	-0.452	-0.169
O	6.676	18.36	28.459	-0.137	-0.556	0.273
O	0.32	16.665	22.37	0.202	0.218	-0.154
O	10.823	9.342	29.824	0.195	-0.415	0.128
O	-1.182	5.883	26.444	0.546	-0.389	0.064
O	8.683	16.273	28.076	-0.418	-0.426	0.128
O	1.999	4.18	25.485	-0.527	0.188	-0.119
O	10.298	6.259	26.235	0.172	0.312	-0.224
O	4.098	3.381	24.181	0.255	0.124	0.239
O	1.202	13.12	23.188	0.453	0.312	0.122
O	8.429	12.533	26.499	-0.119	-0.462	0.132
O	3.379	19.419	31.804	-0.278	0.426	0.075
O	3.73	12.722	28.317	-0.391	-0.383	0.115
O	7.924	7.494	26.071	0.053	0.305	-0.133
O	-2.106	8.161	25.802	-0.303	-0.281	-0.167
O	1.418	7.227	24.34	-0.43	-0.379	-0.132
O	2.451	6.875	32.656	-0.526	-0.252	-0.121
O	-1.636	7.731	28.3	-0.601	0.079	0.208
O	6.157	5.657	28.237	-0.216	0.245	0.147
O	10.049	18.339	29.027	-0.274	0.027	-0.036
O	8.693	6.335	28.33	0.475	0.015	0.134
O	6.671	13.055	31.401	-0.219	-0.295	-0.289
O	-1.317	10.644	25.865	0.24	-0.212	0.059
O	6.784	12.956	24.456	-0.27	-0.193	0.158
O	4.447	10.063	23.947	0.275	0.372	-0.023
O	12.407	10.364	22.365	0.605	-0.129	-0.305
O	4.026	8.113	30.957	0.251	-0.104	-0.522
O	7.881	4.145	29.527	0.469	-0.198	-0.073
O	-0.991	14.886	28.395	0.498	-0.202	-0.271
O	4.742	14.283	30.175	0.298	0.395	-0.088
O	11.273	16.047	28.427	0.259	0.288	-0.618
O	3.08	8.28	22.595	0.523	-0.276	0.045
O	11.873	14.717	25.28	0.155	0.3	0.108
O	10.404	4.316	24.517	-0.051	-0.435	0.005
O	6.271	18.741	23.049	0.247	-0.118	0.409
O	9.294	18.801	33.633	0.115	-0.079	-0.335
O	-0.047	8.508	30.209	0.258	0.12	-0.321
O	-3.257	2.924	23.092	-0.359	0.098	0.104
O	1.399	10.514	30.745	0.101	-0.044	-0.538
O	-4.199	6.106	31.448	0.039	0.168	0.135
O	5.878	5.044	22.902	-0.216	-0.056	-0.161
O	1.605	18.866	23.409	-0.22	0.245	-0.047
O	3.536	15.667	26.553	0.184	-0.304	0.32
O	-2.986	5.574	22.991	0.233	0.074	0.078
O	5.724	6.07	25.703	-0.194	-0.179	-0.437
O	-1.705	17.487	28.199	-0.206	-0.261	-0.382
O	-1.337	12.404	27.748	0.231	-0.457	0.21
O	6.554	3.697	26.439	0.511	0.043	-0.258
O	5.506	16.35	22.254	0.096	-0.298	-0.02
O	-1.584	16.256	30.48	-0.412	-0.193	-0.082
O	10.216	9.709	23.6	-0.283	-0.324	0.566
O	-1.843	3.55	27.223	0.353	0.014	-0.115
O	11.008	9.906	32.416	-0.21	-0.182	-0.31
O	10.657	3.838	27.213	-0.174	-0.258	-0.075
O	-3.759	9.935	24.927	-0.183	0.29	0.355
O	-3.783	19.056	28.747	0.141	-0.167	0.086
O	10.865	4.414	29.837	-0.215	0.033	-0.026
O	10.293	11.657	21.759	-0.18	0.522	-0.286
O	2.569	12.869	30.642	-0.349	0.273	-0.007
O	9.854	16.367	25.738	0.07	0.272	0.201
O	7.591	14.967	26.023	-0.371	0.304	-0.159
O	7.187	6.472	30.544	-0.639	0.004	-0.146
O	10.292	15.373	23.354	0.331	-0.366	0.091
O	10.99	12.297	25.869	0.044	-0.457	-0.291
O	-3.383	8.606	31.267	0.209	0.136	-0.022
O	10.801	5.846	22.374	-0.145	0.093	-0.459

Results
total energy: -103410.770 eV
total energy less fixed offsets of O -438.35, Si -107.03 eV per atom: -4.170 eV
